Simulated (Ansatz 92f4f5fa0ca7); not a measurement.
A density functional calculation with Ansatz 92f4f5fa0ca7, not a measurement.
Periodic cell of 284 atoms, Si144O100H32N8, with a vacuum gap, from a study of silicon, its oxide and their interface. The atomic structure is a simulated model.

Settings: functional r2SCAN; potential files Ansatz PAW; basis plane waves; wave-function cutoff 800 eV; density cutoff ratio 5; exchange-correlation grid ratio 1; k mesh 1 x 1 x 1, shifted by 0.5 0.5 0 of a step; self-consistency stop 1e-11 eV per atom in the density residual; occupations fixed; spin none; net charge 0; applied field sawtooth along c, amplitude -0.015 V/angstrom in the program's sign convention, ramp centred at 0.9896 of c and 0.0209 of c wide, no dipole correction.

Cell vectors (angstrom)
a 10.887 0 0
b 0 10.887 0
c 0 0 47.9211

Atoms: element, x, y, z (angstrom)
Si -0.1757 0.2084 34.3749
Si 2.7223 2.1172 34.2433
Si -0.4139 5.7361 34.1737
Si 3.0469 7.72 34.2816
Si 4.9976 0.0629 34.1627
Si 8.2706 2.1697 34.4185
Si 5.1806 5.575 34.255
Si 8.2377 7.9396 33.9854
Si 1.2944 1.2636 35.8362
Si 4.0072 3.8626 35.4152
Si 1.2576 6.759 35.5352
Si 4.1753 9.2897 35.6377
Si 6.5743 1.1835 35.6696
Si 9.4198 4.0124 35.4561
Si 6.7101 6.855 35.5254
Si 9.4857 9.3921 35.4427
Si -0.0767 2.7631 36.9652
Si 2.7506 -0.1633 36.9705
Si 0 8.1703 36.913
Si 2.6268 5.2829 36.8165
Si 5.3948 2.7192 36.9492
Si 8.0778 -0.1686 36.8989
Si 5.5238 8.1208 37.0704
Si 8.0983 5.4169 36.8297
Si 1.3237 4.0509 38.3245
Si 4.0665 1.3081 38.2793
Si 1.3363 9.4813 38.3293
Si 4.0327 6.7045 38.2087
Si 6.7718 4.0933 38.2568
Si 9.442 1.3173 38.2176
Si 6.8348 9.4731 38.4185
Si 9.5035 6.7671 38.2122
Si -0.0278 0.0094 39.6172
Si 2.7104 2.6749 39.6443
Si -0.0174 5.4596 39.6281
Si 2.7209 8.1055 39.6181
Si 5.4461 0.0124 39.6711
Si 8.1343 2.7195 39.5963
Si 5.4201 5.4266 39.6252
Si 8.2075 8.1009 39.6821
Si 1.3406 1.349 41.0052
Si 4.0882 4.0613 40.9833
Si 1.3637 6.7965 40.9949
Si 4.0627 9.5214 40.9802
Si 6.8039 1.3958 40.9979
Si 9.5027 4.0907 40.9623
Si 6.7921 6.7808 41.0069
Si 9.5484 9.5152 40.9981
Si -0.0021 2.761 6.901
Si 2.72 0.0047 6.9632
Si 0.0518 8.1912 6.9402
Si 2.748 5.4486 6.9134
Si 5.483 2.7713 6.9534
Si 8.1802 0.0261 6.8985
Si 5.4461 8.1907 6.9118
Si 8.191 5.4664 6.9585
Si 1.3734 4.1151 8.2529
Si 4.1235 1.4066 8.277
Si 1.3548 9.5433 8.3525
Si 4.0712 6.859 8.2707
Si 6.8314 4.1495 8.3418
Si 9.5396 1.3967 8.2433
Si 6.8263 9.553 8.243
Si 9.5973 6.8435 8.3042
Si -0.0183 0.0796 9.6547
Si 2.7525 2.7973 9.5986
Si 0.1069 5.4993 9.674
Si 2.7123 8.1626 9.7058
Si 5.4842 0.0185 9.6082
Si 8.2414 2.7604 9.6311
Si 5.4814 5.605 9.6472
Si 8.2671 8.2878 9.6019
Si 1.4321 1.3875 10.9391
Si 4.0267 4.2862 10.9225
Si 1.3742 6.8491 11.1862
Si 4.0983 9.5686 10.9623
Si 6.8722 1.3821 10.9338
Si 9.6876 4.0773 10.9713
Si 6.9262 6.9872 10.9537
Si 9.4892 9.6878 11.0834
Si 0.2351 2.7842 12.3648
Si 2.7154 -0.0085 12.3403
Si -0.05 8.3131 12.4359
Si 2.8319 5.5571 12.6087
Si 5.3841 2.7812 12.0111
Si 8.1604 0.2122 12.5632
Si 5.6077 8.4511 12.3271
Si 8.2963 5.4778 12.1793
Si 1.8067 3.7969 13.8695
Si 4.0617 1.5334 13.434
Si 1.2029 9.7834 13.84
Si 4.7619 6.6752 13.5713
Si 6.6939 4.1911 13.2361
Si 9.9756 1.2584 13.6972
Si 6.3657 10.2801 13.9397
Si 9.3001 7.0115 13.633
Si -14.9169 -2.0778 19.6918
Si 6.5364 14.1874 20.4447
Si -3.0518 -5.005 19.7659
Si 11.6956 2.4852 18.2443
Si 6.5255 0.4829 21.642
Si 6.7259 18.8259 15.3836
Si -1.6664 -9.2959 16.6336
Si 2.6135 9.9532 16.5908
Si -3.695 10.3646 17.0509
Si 14.5621 7.6085 22.6085
Si 10.6462 -5.5278 15.7723
Si 3.6683 -11.3911 21.7371
Si 4.1162 15.651 21.9043
Si 0.8263 3.0508 27.2513
Si 8.6362 -3.9003 26.8152
Si 4.1486 -3.0781 18.298
Si 14.0087 12.975 16.1069
Si -0.0219 11.3031 26.0599
Si -3.7257 3.8308 32.404
Si -6.3954 17.7599 28.8585
Si 2.5028 -10.4583 19.1536
Si -8.4967 -2.3852 30.1809
Si 10.8098 -5.4318 18.7416
Si 13.1313 6.4869 20.4287
Si 11.2686 2.3638 30.1681
Si 5.1901 1.7973 18.0521
Si -3.1322 4.4293 27.8088
Si 13.1198 0.3653 24.431
Si 2.2853 -11.4151 32.7351
Si -4.76 -4.8967 17.3265
Si 11.3064 -1.1213 28.5168
Si 3.8876 3.0172 24.4547
Si -4.6389 5.201 30.2553
Si -11.8986 6.0059 29.0949
Si 17.0898 8.4666 27.218
Si 3.0149 15.8234 26.7253
Si 19.7181 5.9554 31.7442
Si -13.9974 14.7731 15.962
Si -4.0122 -0.9979 31.8168
Si -4.7729 11.66 24.5332
Si 1.4413 4.1154 32.233
Si 15.8392 -12.0342 29.3864
Si 11.2038 5.7061 26.6045
Si 8.0409 -9.4915 26.9502
Si -12.7838 22.1243 29.8307
Si 2.5688 -10.5093 29.883
Si 14.4681 6.1467 31.6509
Si 15.0226 9.2744 25.0906
O -5.7056 -11.4404 24.4519
O 0.75 -0.0654 33.0418
O -8.6028 -18.0668 27.5044
O 0.6384 5.2434 33.0345
N 4.0512 6.5845 33.303
O 5.7845 9.3872 30.7344
O 0.4322 3.6898 31.0588
O 7.605 -2.1901 32.6543
O 11.5063 0.1758 24.5866
O 5.956 -3.661 28.2299
O 6.3255 4.8686 33.323
N 9.2438 6.6942 33.2784
O 0.8925 4.3884 15.1208
N 3.0013 2.6016 14.4683
O -4.8588 -1.0969 28.1515
O -3.5042 -7.5075 14.4792
O 0.0946 10.9359 14.1583
O 3.695 8.8874 17.167
O 13.6025 -0.4972 20.4394
O 1.7856 9.3137 15.3296
O 10.3989 6.5985 14.7766
O 7.0327 11.4425 23.1994
O 20.2588 11.8991 26.1059
O 25.33 -13.6846 24.1412
O 0.2995 3.8896 18.8263
O 3.2131 11.3426 16.0087
O 7.5081 9.3858 18.3135
O 6.5731 -5.2273 18.8125
O -8.1664 -8.9839 24.6366
O -2.2136 4.3794 32.1403
O 1.4705 -9.2477 19.4518
O -6.3246 6.2459 22.469
O 6.4765 -6.1715 16.426
O 16.2267 8.4151 19.227
O 5.2539 0.5955 14.1524
O 20.9517 17.6191 26.0223
O 2.8566 15.5832 31.7223
N -4.225 -1.2586 15.5618
O 7.6359 -2.6573 26.4606
O 5.3245 3.9143 21.3049
O 3.7589 5.9014 27.7811
O -0.9021 23.2167 30.5227
O -2.9539 7.6085 14.3351
O -9.28 10.8657 28.6492
O 6.4435 4.6949 28.7211
O 8.6295 10.9999 16.6813
O 4.892 0.5471 21.6264
O 3.9359 4.1726 25.6219
O -18.8756 -0.6581 25.5358
O -2.692 11.7413 28.488
O 0.2653 -4.986 17.2149
O 18.5026 18.3362 20.269
O 5.9321 13.7822 18.9804
O -16.4906 23.9511 24.4115
O 4.5951 6.4678 17.4822
O -0.0505 -6.7672 26.371
O -3.804 1.8701 21.0017
O 12.7233 -22.2248 17.9431
O 8.0347 13.5395 16.9693
O 5.6191 -5.5868 13.7478
O 3.013 5.0762 20.741
O 10.4172 1.6989 17.679
O 11.6469 -4.6622 19.8817
O -1.7131 4.7057 15.9533
O -8.9861 1.7505 30.406
O 7.4169 6.1885 30.9112
O 15.0286 0.2886 29.4374
O 1.9042 2.6023 17.045
O 7.3584 -8.4818 33.0687
O 6.873 0.7938 25.9762
O 6.943 10.0124 20.8149
O 4.9484 -2.4177 26.212
O 7.7766 13.8751 27.0978
O 20.1524 16.6775 19.0374
O 9.9675 10.0309 29.3779
O 7.6993 -6.4208 20.6045
O 11.8272 1.5993 26.5968
O -9.1326 2.8317 33.1445
O 3.9557 -9.8313 18.8068
O 2.9619 18.2639 19.289
O -1.1944 1.9698 15.1366
O 3.5493 3.8438 23.104
O 11.2499 5.8784 28.2429
N 2.4154 10.0201 31.0493
O 0.1158 2.7883 28.6544
O 0.0329 9.9188 26.9414
O 15.4159 2.5602 16.7756
O 17.0549 0.6145 17.5584
O 2.6931 10.7545 22.9672
O -8.4628 8.8677 33.3203
O -0.8704 -4.6183 30.6752
O 1.0804 -13.3407 29.1835
O -2.9211 -0.1278 30.9891
O 4.3224 8.9024 21.8748
O 9.0045 -6.2384 28.8333
O 7.8313 16.4676 26.6604
O 1.8321 -5.0179 26.045
O 24.0335 18.1797 21.8521
O 17.1847 -7.1081 31.051
O -1.3811 1.2212 33.9179
N -17.0155 -15.7264 30.3702
O -5.6622 7.3973 14.9892
O 7.059 7.2018 16.777
N 3.427 0.6451 33.4985
O 6.0168 10.7077 32.9098
O 2.4415 7.1985 31.1338
N 3.8087 8.4363 29.1903
O 9.0469 7.2175 28.3766
H 2.1729 0.5379 41.9376
H 0.5397 2.1912 41.9376
H 4.9414 3.2722 41.9158
H 3.2807 4.8972 41.9158
H 2.1964 5.9857 41.9273
H 0.5674 7.643 41.9273
H 4.9003 8.7157 41.9127
H 3.2493 10.3515 41.9127
H 5.9989 2.2341 41.9304
H 7.6277 0.576 41.9304
H 10.3402 3.285 41.8947
H 8.7007 4.9319 41.8947
H 5.9895 7.6214 41.9393
H 7.6391 5.985 41.9393
H 10.39 8.7138 41.9305
H 8.7355 10.3458 41.9305
H -0.8396 3.5667 5.9685
H 0.7988 1.9188 5.9685
H 3.5334 -0.8254 6.0308
H 1.8877 0.8158 6.0308
H 0.8481 7.3446 6.0078
H -0.7898 8.9926 6.0078
H 3.5554 4.6128 5.9809
H 1.9153 6.2594 5.9809
H 6.288 1.933 6.021
H 4.6297 3.5604 6.021
H 8.9931 -0.8045 5.966
H 7.3564 0.8459 5.966
H 4.6085 8.9964 5.9794
H 6.2486 7.3501 5.9794
H 7.344 6.2622 6.0261
H 8.993 4.6253 6.0261

Results
free energy: -152735.191 eV
free energy less fixed offsets of H -15.71, N -386.36, O -570.45, Si -639.56 eV per atom: 0.049 eV

Forces (eV/angstrom), in the order of the atoms: element, x, y, z
Si 0.0128 -0.0027 -0.0156
Si -0.0133 0.0024 -0.0117
Si 0.0108 -0.0004 -0.0147
Si -0.0135 0.01 -0.02
Si 0.0008 -0.007 -0.0136
Si -0.007 0.0088 -0.02
Si 0.0137 -0.0065 -0.0168
Si 0.0027 0.0009 -0.0193
Si -0.0035 0.0002 -0.0169
Si -0.0043 0.0047 -0.0155
Si 0.0003 -0.0015 -0.022
Si -0.003 -0.0076 -0.0188
Si 0.0063 -0.004 -0.0082
Si -0.0022 -0.0071 -0.0153
Si -0.011 -0.005 -0.0176
Si -0.0002 0.0055 -0.0162
Si 0.0185 0.0114 0.0047
Si -0.0006 0.0048 0.0052
Si 0.001 0.0025 0.0065
Si -0.008 -0.0076 0.0123
Si -0.0017 0.0005 0.009
Si -0.0124 -0.014 0.0094
Si 0.0094 0.0145 0.0037
Si 0.0053 -0.0009 0.0126
Si -0.0022 -0.0049 0.0001
Si -0.0152 -0.0122 0.0215
Si -0.0179 -0.0107 0.0171
Si -0.0144 -0.0016 0.023
Si -0.0099 -0.0112 0.0236
Si 0.0055 -0.0056 0.0249
Si -0.0113 0.0062 0.0054
Si 0.0008 0.0075 0.0284
Si -0.0049 0.0124 0.1862
Si -0.0346 0.0547 0.1708
Si 0.0296 -0.0432 0.1688
Si 0.022 0.0104 0.1856
Si 0.0562 -0.0515 0.1706
Si 0.0363 -0.0011 0.1853
Si -0.0197 0.0212 0.2006
Si -0.0025 0.0042 0.1829
Si -0.0658 0.0617 0.2758
Si -0.0583 -0.0489 0.2737
Si -0.0323 -0.0589 0.3553
Si 0.1201 -0.1331 0.2197
Si -0.0481 -0.0953 0.3876
Si 0.1062 -0.0486 0.1834
Si 0.0391 0.0151 0.2774
Si -0.0003 -0.0571 0.3324
Si 0.0098 -0.0036 -0.3937
Si 0.0583 0.1426 -0.0759
Si -0.0884 -0.0853 -0.3433
Si -0.0008 0.0689 -0.3697
Si -0.0099 -0.0251 -0.2833
Si -0.0616 0.0486 -0.4254
Si -0.0618 0.0402 -0.383
Si 0.0585 0.1631 -0.1503
Si 0.0011 0.0087 -0.1913
Si -0.0222 -0.0022 -0.1462
Si 0.0019 0.0294 -0.1864
Si -0.0056 0.0026 -0.1825
Si -0.0289 0.0062 -0.1748
Si -0.0084 -0.0002 -0.2034
Si 0.0179 -0.0134 -0.1934
Si -0.0105 -0.0162 -0.1553
Si -0.0104 -0.0008 -0.0312
Si 0.03 0.0074 -0.0061
Si -0.0112 0.0101 -0.0227
Si 0.0198 -0.0035 -0.0203
Si 0.0057 0.0227 -0.0117
Si 0.0244 0.0143 -0.0173
Si -0.0021 0.0026 -0.0174
Si 0.0029 -0.0031 -0.0052
Si 0.0023 0.0194 -0.0049
Si -0.0062 -0.0072 -0.0085
Si 0.0013 -0.0138 -0.0085
Si 0.0095 0.0019 -0.0117
Si -0.0051 -0.0053 -0.0097
Si 0.0005 0.0013 -0.0128
Si -0.0004 0.0074 -0.0058
Si -0.0135 -0.0032 -0.0052
Si 0.0008 -0.006 0.0247
Si -0.0011 0.0056 0.0124
Si -0.0055 0.0037 0.0144
Si 0.0093 0.0003 0.017
Si -0.0002 0.0075 0.0148
Si 0.0121 0.0061 0.0137
Si -0.0041 -0.0167 0.0141
Si -0.0048 0.0002 0.0154
Si -0.0049 0.0033 -0.0366
Si 0.0071 0.0019 -0.018
Si -0.0143 0.006 -0.0306
Si -0.0019 -0.0071 -0.0232
Si -0.0064 0.0028 -0.0182
Si -0.0008 0.0033 -0.0342
Si 0.0015 0.0018 -0.0303
Si -0.0035 -0.0058 -0.0262
Si 0.0021 -0.0054 -0.0469
Si 0.0048 0.0074 -0.047
Si 0.0015 0.0018 -0.0366
Si -0.0035 -0.002 -0.042
Si 0.006 -0.0043 -0.0635
Si -0.0017 -0.0013 -0.0473
Si -0.0026 0.0046 -0.0452
Si -0.005 0.0012 -0.0451
Si 0.0031 -0.0016 -0.0482
Si -0.0039 -0.0096 -0.0568
Si 0.0005 -0.0039 -0.0489
Si 0.0024 -0.0006 -0.068
Si 0.0065 0.0054 -0.0569
Si 0.0104 -0.0015 -0.0417
Si 0.0013 0.0016 -0.0407
Si 0.0043 -0.0014 -0.0457
Si -0.0019 0.0042 -0.0496
Si 0.0074 0.0044 -0.051
Si -0.0004 0.0076 -0.0411
Si -0.0003 -0.0031 -0.0541
Si -0.006 0.0091 -0.0495
Si -0.0041 -0.0001 -0.0457
Si -0.0007 -0.0069 -0.0478
Si -0.011 0.0043 -0.0531
Si -0.0059 -0.006 -0.0586
Si -0.0021 -0.0068 -0.0466
Si 0.0067 -0.0052 -0.0485
Si 0.0161 -0.0059 -0.0538
Si -0.0009 -0.0119 -0.0467
Si 0.0062 0.0007 -0.0483
Si -0.0087 0.0049 -0.0475
Si 0.0016 -0.0003 -0.0539
Si -0.0016 0.0007 -0.0538
Si 0.0053 0.0024 -0.0461
Si -0.0092 0.0045 -0.0614
Si 0.0037 -0.0151 -0.0547
Si 0.0012 -0.0026 -0.0582
Si 0.0041 -0.0035 -0.0427
Si 0.0001 0.0085 -0.0612
Si -0.0023 0 -0.0643
Si -0.0041 -0.0018 -0.0428
Si 0.0038 0.0008 -0.0535
Si 0.0068 -0.0005 -0.0292
Si -0.0115 -0.0081 -0.0562
Si 0.0045 0.0041 -0.052
Si -0.0018 0.0049 -0.0469
Si -0.0006 0.0031 -0.0586
Si -0.0128 0.0021 -0.0596
O -0.0029 -0.0052 0.0191
O -0.0097 0.0012 0.0231
O -0.0064 -0.0026 0.022
O -0.0127 0.0067 0.0258
N 0.0058 0.0032 0.0464
O 0.016 0.0024 0.0411
O 0.0095 0.0111 0.0261
O 0.0082 -0.0151 0.0393
O -0.0145 0 0.0267
O -0.0078 -0.0076 0.0247
O -0.0101 0.0094 0.0261
N 0.0049 0.0095 0.032
O -0.01 0.0072 0.0265
N 0.0053 -0.0058 0.0274
O -0.0101 0.0041 0.0383
O 0.0062 -0.0013 0.0264
O 0.0071 -0.0046 0.0093
O 0.0025 -0.0069 0.0151
O 0.0079 -0.0081 0.0338
O 0.0107 0.0022 0.0241
O 0.0059 -0.0087 0.0218
O -0.0044 0.0021 0.0489
O -0.0036 0.0023 0.0203
O 0.0034 0.0124 0.0416
O -0.0001 0.0059 0.0151
O -0.0022 -0.0035 0.0104
O -0.0047 -0.0107 0.0325
O 0.0084 -0.0039 0.0282
O -0.0037 0.0003 0.0134
O -0.0013 -0.0017 0.0206
O 0.0046 -0.0058 0.0136
O 0.0007 0.0047 0.0145
O -0.0066 0.0082 0.0205
O 0.005 0.0041 0.0176
O -0.0038 -0.0051 0.0063
O -0.0027 -0.0008 0.0195
O -0.0032 -0.0011 0.0145
N 0.0024 0.003 0.0233
O 0.0005 -0.0032 0.0172
O -0.0153 0.0043 0.0188
O 0.0105 0.0169 0.0401
O 0.0014 0.0038 0.0128
O -0.0041 0.0055 0.0255
O 0.011 0.0029 0.0257
O -0.0096 0.0073 0.0369
O -0.0032 -0.0032 0.0131
O 0.0007 0.0007 0.0288
O -0.0083 0.0194 0.0386
O -0.0014 -0.003 0.0213
O 0.0081 -0.0101 0.0423
O 0.0009 0.0007 0.0369
O 0.0006 0.0024 0.0135
O 0.0059 0.0086 0.0311
O -0.0001 -0.0008 0.0214
O -0.0056 0.0035 0.0227
O 0.0008 -0.0002 0.0168
O -0.0033 -0.0145 0.0185
O 0.0009 0.0061 0.024
O -0.0013 -0.0039 0.0181
O 0.0036 0.0082 0.0018
O 0.0076 -0.0055 0.0291
O 0.0091 0.0041 0.0156
O 0.0129 0.0065 0.024
O -0.0016 0.0008 0.0148
O 0.0015 0.0016 0.0088
O 0.0102 0.0006 0.0288
O -0.006 -0.0011 0.013
O -0.0096 -0.0022 0.0222
O 0.0067 -0.0058 0.0227
O 0.0186 0.0049 0.0391
O -0.0039 0.0205 0.0309
O 0.0193 -0.0102 0.0361
O 0.001 0.0132 0.0208
O -0.0082 0.001 0.0181
O -0.0051 0.0054 0.0174
O -0.0045 -0.0079 0.0095
O -0.0017 0.0098 0.0224
O 0.0102 -0.0093 0.0307
O -0.0056 -0.0064 0.0196
O -0.0089 -0.0105 0.0275
O -0.0047 -0.0004 0.0307
O -0.0043 -0.0179 0.0398
O -0.0084 0 0.0311
N -0.0002 0.0055 0.0428
O -0.0027 -0.0024 0.0388
O 0.003 -0.0106 0.0331
O 0.007 -0.0013 0.0199
O -0.0061 0.0074 0.0119
O -0.0149 0.0051 0.0528
O 0.0082 -0.0038 0.02
O -0.0089 -0.0019 0.0488
O 0.0097 -0.0032 0.0236
O -0.0143 -0.0084 0.0282
O -0.0032 -0.0034 0.0097
O 0.0043 0.0038 0.0265
O 0.0002 -0.0037 0.0191
O -0.0033 -0.0011 0.0177
O 0.0067 0.0055 0.0331
O 0.007 -0.0054 0.0226
O -0.0012 0.0033 0.0165
N -0.0052 -0.0039 0.0423
O 0.0048 0.0035 0.0121
O -0.0039 -0.0095 0.0253
N 0.0136 0.0167 0.0202
O -0.0156 0.0065 0.0355
O 0.0047 -0.0111 0.0312
N -0.0061 0.0026 0.0353
O 0.0057 -0.0045 0.0337
H -0.3746 0.2346 -0.2646
H 0.254 -0.3028 -0.2534
H -0.4036 0.2907 -0.2568
H 0.2375 -0.3132 -0.2788
H -0.3646 0.2026 -0.2564
H 0.31 -0.3132 -0.2619
H -0.308 0.2656 -0.2471
H 0.2158 -0.3811 -0.2958
H 0.3501 -0.3601 -0.239
H -0.2104 0.2689 -0.276
H -0.3099 0.241 -0.2752
H 0.2553 -0.3856 -0.2824
H 0.2598 -0.2732 -0.2839
H -0.4664 0.1987 -0.2136
H -0.2656 0.3848 -0.2373
H 0.182 -0.3015 -0.276
H 0.3537 -0.3261 0.229
H -0.1878 0.3369 0.2489
H -0.3121 0.2922 0.3044
H 0.2444 -0.2797 0.3037
H -0.204 0.3887 0.2773
H 0.2951 -0.2338 0.2889
H -0.2679 0.3669 0.2594
H 0.3265 -0.2753 0.2405
H -0.1891 0.3808 0.2978
H 0.3994 -0.23 0.2797
H -0.2529 0.2814 0.2665
H 0.3321 -0.2853 0.22
H 0.4003 -0.239 0.2158
H -0.3022 0.2411 0.2623
H 0.3407 -0.1928 0.2911
H -0.2977 0.3486 0.3018

The program warned: the cutoff lies below the one the program advises for these potential files; the forces do not sum to zero within the program's tolerance; empty levels may hold ghost states of the PAW files; the exchange-correlation potential is rough where the density is thin.
